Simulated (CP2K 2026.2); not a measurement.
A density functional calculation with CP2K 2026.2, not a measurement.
Periodic cell of 511 atoms, Si360O151, from a study of silicon, its oxide and their interface. The atomic structure is a simulated model.
Doubt: the forces sum to 3.76 eV/angstrom along one axis rather than to zero, so they err by at least 0.0074 eV/angstrom per atom on average; the grid cutoff is modest.

Settings
functional: PBE
method: Gaussian and plane waves
basis set: DZVP-MOLOPT-SR-GTH
pseudopotentials: GTH-PBE
grid cutoff: 350 Ry, relative cutoff 50 Ry
k points: Gamma only
occupations: fixed
spin: none
net charge: 0

Cell vectors (angstrom)
a 16.32 0 0
b 0 16.32 0
c 6.578 -1.8445 34.3289

Atoms and the computed forces on them: element, x, y, z (angstrom), force x, y, z (eV/angstrom)
Si 14.77 15.186 1.395 0.151 -0.264 0.728
Si 1.929 0.657 1.442 0.191 -0.032 0.682
Si 14.668 4.309 1.069 0.174 -0.109 0.738
Si 8.118 -1.484 32.642 0.009 -0.065 0.043
Si 15.485 9.003 1.464 0.174 -0.343 0.559
Si 1.518 12.018 1.497 -0.061 0.075 0.769
Si 3.658 15.278 1.644 -0.101 0.286 0.486
Si 6.294 1.791 1.531 -0.053 0.033 -0.031
Si 4.625 3.536 1.481 0.209 -0.159 0.66
Si 7.332 6.486 1.553 0.131 -0.268 0.536
Si 3.83 9.878 1.058 0.406 -0.354 -0.058
Si 7.134 12.137 1.421 0.296 -0.366 0.495
Si 10.031 14.466 1.615 0.139 -0.153 0.531
Si 12.56 1.157 1.446 -0.275 0.147 0.726
Si 8.972 4.688 1.6 -0.071 0.028 0.025
Si 13.567 8.187 2.648 -0.046 0.006 -0.007
Si 9.907 9.161 1.709 0.029 -0.039 0.028
Si 11.67 12.65 1.669 -0.001 0.001 -0.045
Si 16.392 -0.064 2.734 0.01 0.068 -0.05
Si 2.769 2.587 2.607 -0.011 0 -0.099
Si 16.22 5.473 2.502 0.013 0.009 -0.05
Si 2.736 8.226 2.485 0.017 -0.015 0.003
Si 16.354 10.756 2.786 -0.022 0.012 -0.05
Si 2.652 13.572 2.86 -0.016 -0.022 -0.008
Si 5.366 0.061 2.837 -0.013 -0.042 -0.059
Si 8.075 2.805 2.704 0.045 -0.063 -0.041
Si 5.521 5.401 2.658 0.017 -0.029 -0.109
Si 8.247 8.109 2.97 -0.006 -0.03 0.002
Si 5.487 10.861 2.559 -0.007 -0.015 -0.028
Si 8.236 13.597 2.847 0.059 0.016 -0.057
Si 10.949 -0.009 2.727 0.022 0.037 -0.063
Si 13.671 2.802 2.642 -0.005 0.015 -0.057
Si 11.604 7.402 1.511 0.027 0.016 -0.049
Si 10.761 5.604 2.828 -0.005 0.029 0.019
Si 10.878 10.879 2.98 -0.023 0.009 0.06
Si 13.575 13.596 2.687 0.024 0.007 -0.067
Si 15.05 1.426 4.015 -0.052 -0.063 0.031
Si 1.336 4.067 3.839 -0.014 -0.012 0.013
Si 14.89 6.751 4.005 0.015 0.041 0.01
Si 1.465 9.472 4.088 0.025 -0.037 0.049
Si 14.94 12.189 4.034 0.01 0.037 -0.001
Si 1.28 14.891 4.206 0.014 0.021 0.003
Si 4.004 1.357 4.212 -0.011 -0.009 -0.026
Si 6.777 4.096 4.181 0.045 -0.011 -0.037
Si 4.067 6.806 3.882 -0.008 0.047 0.007
Si 6.747 9.522 4.061 0.017 0.023 0.043
Si 4.154 12.208 4.036 0.016 -0.031 0.008
Si 6.814 15.002 4.078 -0.015 -0.029 0.019
Si 9.504 1.386 3.98 0.017 0.014 -0.013
Si 12.219 4.123 3.988 0.027 0.027 0.001
Si 9.533 6.804 4.381 -0.004 0.008 -0.023
Si 12.37 9.561 4.177 -0.019 -0.05 -0.045
Si 9.463 12.201 4.277 0.036 -0.003 -0.032
Si 12.305 14.987 4.138 -0.015 -0.065 -0.007
Si 13.673 0.058 5.422 0.013 0.033 -0.005
Si 16.377 2.772 5.375 0 0.003 0.005
Si 13.573 5.427 5.421 0.004 0.001 -0.006
Si 16.325 8.11 5.362 -0.003 0.01 -0.003
Si 13.664 10.906 5.526 0.031 0.04 0.017
Si 16.249 13.53 5.484 -0.011 -0.023 0.036
Si 2.66 -0.035 5.51 -0.005 0.022 0.039
Si 5.402 2.731 5.503 -0.027 0.02 0.01
Si 2.697 5.433 5.259 -0.033 -0.009 -0.005
Si 5.391 8.121 5.371 0.009 -0.001 0.001
Si 2.785 10.869 5.435 -0.003 -0.018 -0.016
Si 5.462 13.602 5.421 -0.003 -0.005 0.012
Si 8.174 0.046 5.414 0.01 -0.009 0.009
Si 10.87 2.738 5.361 0.019 -0.005 0.018
Si 8.13 5.407 5.583 -0.022 -0.02 0.024
Si 10.962 8.215 5.546 -0.016 0.01 -0.029
Si 8.073 10.838 5.531 -0.027 0.017 -0.005
Si 10.912 13.613 5.49 -0.003 0.033 -0.039
Si 14.952 14.968 6.816 0.007 -0.003 0.004
Si 1.335 1.388 6.806 -0.005 -0.005 0.013
Si 14.97 4.078 6.755 0.008 -0.007 -0.003
Si 1.36 6.752 6.719 0.009 0.003 -0.001
Si 15.029 9.492 6.795 0.015 -0.008 0.025
Si 1.374 12.204 6.79 -0.003 -0.003 0.005
Si 4.08 14.935 6.803 0.006 -0.01 0.01
Si 6.8 1.365 6.808 0.034 -0.014 0.019
Si 4.024 4.128 6.762 -0.028 0 0.001
Si 6.743 6.814 6.82 -0.007 0.018 -0.005
Si 4.094 9.489 6.796 0.003 -0.009 -0.004
Si 6.767 12.256 6.846 -0.014 -0.022 0.012
Si 9.525 14.994 6.796 0.002 0.015 -0.017
Si 12.249 1.39 6.748 -0.033 -0.002 -0.009
Si 9.541 4.038 6.833 0.016 -0.011 0.01
Si 12.279 6.792 6.845 0.002 0.013 0.001
Si 9.516 9.528 6.853 0.003 0.006 0
Si 12.261 12.255 6.848 -0.01 -0.016 0.018
Si 16.314 0.011 8.166 0.003 0.005 0.003
Si 2.709 2.742 8.147 -0.002 -0.002 0.006
Si 16.327 5.43 8.129 -0.005 0.002 -0.004
Si 2.703 8.128 8.12 -0.003 -0.002 -0.001
Si 16.356 10.855 8.173 0.015 -0.015 0.003
Si 2.715 13.58 8.159 0 0 0.009
Si 5.443 -0.013 8.155 -0.007 0.006 0.01
Si 8.166 2.699 8.184 0.003 0.012 0.021
Si 5.39 5.451 8.162 0.005 0.007 0.013
Si 8.143 8.151 8.174 0.004 -0.004 0.002
Si 5.424 10.866 8.179 0.001 0.013 0.009
Si 8.164 13.622 8.16 0.009 -0.016 -0.007
Si 10.896 0.029 8.141 0.013 -0.006 -0.009
Si 13.605 2.729 8.132 0.006 -0.001 -0.005
Si 10.893 5.429 8.173 -0.006 0.001 0.011
Si 13.646 8.16 8.171 0 0.001 0.008
Si 10.879 10.899 8.188 -0.013 0.015 0.018
Si 13.602 13.623 8.195 -0.002 0.013 0.012
Si 14.952 1.349 14.962 -0.005 -0.001 0.001
Si 17.674 4.07 14.937 -0.008 0.007 -0.004
Si 14.939 6.793 14.944 0.008 -0.011 -0.006
Si 17.679 9.521 14.928 0.008 -0.005 -0.012
Si 14.943 12.226 14.966 -0.009 0.003 -0.009
Si 17.68 14.952 14.95 -0.01 0.006 -0.007
Si 4.081 1.358 14.931 0.007 0.002 -0.014
Si 6.802 4.084 14.94 0.016 -0.014 -0.008
Si 4.089 6.8 14.966 -0.008 0.013 0.005
Si 6.821 9.536 14.97 0.002 0.013 0.002
Si 4.098 12.249 14.968 0.005 -0.001 0.002
Si 6.833 14.96 14.974 0.007 0 -0.008
Si 9.523 1.34 14.975 -0.011 0.007 -0.009
Si 12.226 4.071 14.951 0.001 -0.004 -0.002
Si 9.52 6.824 14.95 -0.006 0.001 -0.012
Si 12.236 9.528 14.968 -0.006 0.001 -0.001
Si 9.528 12.255 14.988 -0.003 -0.011 -0.001
Si 12.218 14.953 14.985 0.005 0 -0.009
Si 13.583 -0.007 16.329 0 0.006 -0.007
Si 16.307 2.726 16.305 0.012 -0.007 -0.001
Si 13.574 5.434 16.309 -0.005 0.013 0.007
Si 16.282 8.193 16.269 -0.008 -0.008 -0.014
Si 13.583 10.877 16.352 0.018 -0.022 -0.015
Si 16.317 13.585 16.301 0.012 0.006 -0.018
Si 19.055 -0.007 16.292 0.005 0.004 -0.017
Si 5.425 2.734 16.286 -0.026 0.01 -0.016
Si 19.048 5.408 16.295 0.011 -0.011 0.011
Si 5.466 8.167 16.318 0.003 -0.015 -0.003
Si 19.047 10.863 16.29 -0.019 0.004 -0.008
Si 5.48 13.604 16.329 0.007 -0.003 -0.008
Si 8.205 -0.034 16.368 0.04 -0.022 -0.004
Si 10.887 2.699 16.322 0.022 -0.011 -0.011
Si 8.157 5.458 16.289 -0.017 0.022 -0.016
Si 10.873 8.177 16.331 -0.012 -0.006 -0.012
Si 8.174 10.899 16.351 0.008 0.005 0.004
Si 10.845 13.63 16.386 0 0.025 0.017
Si 14.989 14.977 17.651 -0.019 0.002 0.004
Si 17.75 1.42 17.625 0.024 -0.013 -0.027
Si 14.859 4.002 17.665 -0.003 0.003 0.014
Si 17.631 6.791 17.544 -0.021 -0.009 -0.034
Si 14.955 9.516 17.714 0.006 -0.007 0.007
Si 17.644 12.174 17.637 -0.019 0.002 -0.022
Si 4.076 14.932 17.651 -0.013 -0.005 0.018
Si 6.796 1.364 17.594 -0.033 -0.007 0.011
Si 4.105 4.085 17.705 -0.007 0.016 -0.022
Si 6.772 6.758 17.685 0.009 -0.018 -0.017
Si 4.141 9.572 17.657 -0.006 -0.02 0.027
Si 6.88 12.312 17.733 0.009 0.018 -0.022
Si 9.529 14.965 17.87 -0.009 0.015 -0.02
Si 12.176 1.285 17.719 -0.016 -0.004 -0.039
Si 9.572 4.144 17.613 0.003 -0.002 0.023
Si 12.28 6.856 17.678 0.039 0.017 -0.029
Si 9.485 9.495 17.709 0.011 -0.005 0
Si 12.211 12.248 17.693 -0.014 -0.024 0.012
Si 16.406 0.056 18.923 -0.046 -0.004 0.031
Si 19.084 2.735 19.075 -0.027 -0.04 0.001
Si 16.22 5.454 18.869 0.012 0.049 -0.01
Si 19.041 8.127 18.836 -0.006 -0.049 0.022
Si 16.305 10.87 19.083 0.017 0.022 0.008
Si 19.042 13.484 18.946 0.032 -0.01 0.026
Si 5.448 0.007 18.958 0.018 -0.015 0.03
Si 8.158 2.782 18.854 -0.017 0.018 0.081
Si 5.423 5.442 19.12 0.012 0.015 -0.007
Si 8.121 8.085 19.05 0.038 0.033 0
Si 5.53 10.958 19.049 -0.022 -0.031 0.057
Si 8.159 13.623 19.28 0.008 -0.028 0.025
Si 10.901 0.007 19.271 0.048 -0.003 0.013
Si 13.506 2.601 19.086 0.032 0.048 0.052
Si 10.956 5.481 19 -0.017 -0.002 0.007
Si 13.611 8.183 19.124 -0.034 -0.041 0
Si 10.828 10.883 19.049 0.008 0.034 0.015
Si 13.612 13.622 18.997 0.012 0.015 0.053
Si 14.983 1.237 20.369 -0.001 0.064 0.021
Si 17.6 4.163 20.212 0.024 0.012 0.061
Si 14.949 6.72 20.415 0.022 -0.004 0.083
Si 17.749 9.439 20.261 -0.036 -0.02 0.084
Si 14.934 12.276 20.413 -0.01 -0.025 0.05
Si 17.747 14.943 20.203 0.026 0.019 0.009
Si 4.172 1.346 20.407 -0.008 0.009 0.059
Si 6.887 4.061 20.36 -0.006 0.026 0.028
Si 3.958 6.833 20.361 -0.017 -0.068 0.046
Si 6.767 9.458 20.4 -0.013 -0.008 0.029
Si 4.118 12.28 20.431 0.003 -0.013 0.059
Si 6.7 15.078 20.526 -0.01 0.014 0.066
Si 9.402 1.528 20.365 0.011 -0.001 0
Si 12.163 4.046 20.435 0.036 -0.058 0.03
Si 9.581 6.787 20.383 0.008 0.049 0.004
Si 12.24 9.608 20.436 0.001 -0.027 0.065
Si 9.544 12.161 20.598 0.014 -0.021 0.068
Si 12.364 14.876 20.584 -0.052 0.04 0.041
Si 14.318 -0.623 21.713 0.045 -0.085 -0.055
Si 16.109 2.942 21.512 -0.047 -0.085 -0.667
Si 13.825 5.059 21.75 -0.064 0.22 -0.692
Si 16.805 7.681 21.501 0.101 -0.202 -0.654
Si 13.186 11.353 21.735 0.027 0.063 0.019
Si 16.041 14.034 21.519 -0.287 0.095 -0.555
Si 11.818 1.598 27.589 0.042 0.073 -0.02
Si 5.927 2.351 21.68 0.054 -0.017 0.041
Si 18.427 5.908 21.53 0.014 0.242 -0.557
Si 4.898 8.601 21.585 0.009 -0.015 0.036
Si 19.539 10.347 21.49 0.247 -0.096 -0.642
Si 4.896 14.139 21.784 -0.069 0.009 -0.015
Si 7.638 0.641 21.639 -0.018 0.004 -0.035
Si 10.237 3.333 21.659 -0.02 0.039 -0.044
Si 8.59 5.092 21.659 -0.023 0.005 0.075
Si 10.726 8.363 21.716 0.121 -0.11 -0.708
Si 8.375 10.431 21.817 -0.092 0.272 -0.744
Si 11.448 13.028 21.773 0.066 -0.081 -0.612
Si 15.192 14.667 26.399 -0.081 0.042 0.004
Si 17.687 1.126 23.567 -0.054 -0.152 -0.075
Si 16.293 7.959 27.141 -0.013 0.01 0.042
Si 18.97 11.478 24.374 0.12 0.064 -0.143
Si 11.796 10.644 26.314 -0.041 0.04 -0.035
Si 14.812 0.011 23.928 0.008 -0.315 -0.484
Si 19.451 -0.447 21.534 0.266 -0.206 -0.491
Si 5.658 3.258 23.85 0.105 -0.258 -0.592
Si 19.64 5.309 24.287 0.032 0.034 -0.041
Si 20.523 6.346 29.085 0.092 0.077 -0.061
Si 21.032 -0.673 26.44 0.116 -0.045 -0.011
Si 20.741 9.621 26.035 0.106 -0.075 -0.167
Si 10.508 2.566 23.831 -0.168 0.251 -0.43
Si 12.667 6.956 23.836 -0.042 -0.049 -0.075
Si 22.026 7.42 32.762 -0.095 0.051 0.017
Si 13.688 8.025 28.773 0.016 0 0.029
Si 7.681 5.681 23.773 0.261 -0.146 -0.577
Si 9.892 13.751 24.276 0.091 0.027 -0.005
Si 8.318 6.924 31.42 -0.004 -0.008 -0.063
Si 16.456 5.128 28.399 0.1 -0.093 0.057
Si 7.133 7.556 28.587 0.008 0.006 0.016
Si 18.889 1.64 26.199 0.079 -0.032 0.092
Si 16.155 2.579 33.731 -0.137 0.022 0.56
Si 17.873 10.186 33.801 0.003 0.152 0.717
Si 8.336 4.21 32.683 -0.079 0.061 0.188
Si 19.073 8.728 28.162 0.054 -0.092 0.029
Si 18.94 -0.706 32.906 -0.145 0.027 0.004
Si 10.27 13.297 27.096 0.068 0.021 0.039
Si 13.93 11.185 23.978 -0.35 -0.013 -0.633
Si 11.027 2.632 32.761 -0.034 -0.137 0.1
Si 8.766 0.17 23.615 -0.367 0.265 -0.523
Si 16.339 12.968 24.396 0.008 -0.021 -0.175
Si 0.932 7.23 1.304 -0.242 0.194 0.577
Si 6.958 10.517 27.313 0.261 0.414 0.358
Si 21.691 -0.637 31.558 -0.049 0.035 -0.072
Si 21.234 13.952 28.991 0.032 0.02 0.08
Si 20.314 9.721 32.356 0.06 -0.03 -0.058
Si 14.313 3.017 27.609 -0.034 -0.043 -0.029
Si 15.435 8.513 24.176 -0.002 -0.13 -0.103
Si 8.709 10.637 0.338 0.04 -0.015 0.651
Si 14.961 0.455 32.019 0.088 0.181 0.075
Si 5.298 7.75 23.741 -0.166 0.187 -0.596
Si 18.795 4.174 34.072 -0.235 0.374 0.527
Si 22.251 2.258 32.479 -0.022 -0.013 0.124
Si 19.148 4.44 27.137 -0.027 0.048 0.006
Si 11.464 7.662 26.538 0.038 0.087 -0.111
Si 16.453 0.792 27.907 0.057 -0.056 -0.004
Si 16.951 13.148 30.207 0.012 -0.015 0.119
Si 8.308 12.011 31.61 -0.046 0.08 -0.024
Si 17.15 12.983 33.037 -0.107 -0.024 0.21
Si 13.919 3.163 31.807 0.068 -0.096 0.059
Si 14.739 5.667 30.583 0.032 0.015 0.042
Si 7.541 11.636 24.529 -0.08 0.008 0.062
Si 8.864 6.003 26.615 -0.051 -0.021 -0.176
Si 14.203 13.377 28.805 -0.092 -0.051 -0.053
Si 17.372 -0.328 30.485 0.045 -0.012 0.018
Si 10.62 -0.181 31.821 0.115 0.054 0.059
Si 20.661 4.866 31.863 0.017 0.041 -0.004
Si 22.482 11.443 33.626 -0.012 0.063 0.045
Si 19.455 11.388 29.812 -0.039 0.068 -0.03
Si 10.967 7.79 32.988 -0.226 0.056 0.709
Si 12.83 -1.059 33.746 -0.036 0.309 0.627
Si 7.635 12.428 28.545 -0.209 -0.614 -0.284
Si 13.164 2.198 25.106 -0.044 -0.005 0.097
Si 10.985 10.645 31.696 0.004 -0.099 -0.022
Si 11.881 -1.188 29.152 -0.004 -0.02 -0.142
Si 4.991 13.549 24.095 0.097 0.115 -0.621
Si 13.695 6.544 33.285 -0.018 -0.142 0.136
Si 12.151 12.345 33.852 -0.077 0.038 0.131
Si 9.192 3 26.597 0.062 -0.05 -0.175
Si 6.876 1.257 25.882 0.016 0.063 -0.127
Si 12.731 10.663 29.267 -0.038 0.034 0.029
Si 14.942 1.361 9.514 -0.02 -0.023 0
Si 17.668 4.078 9.515 0 -0.008 -0.003
Si 14.987 6.789 9.521 0.016 0.017 0.009
Si 17.698 9.492 9.524 -0.009 0.006 0.007
Si 14.977 12.235 9.515 0.017 -0.004 -0.017
Si 17.684 14.962 9.512 0.015 0.014 -0.004
Si 4.08 1.368 9.498 -0.001 0.014 -0.008
Si 6.784 4.084 9.504 -0.003 0.015 -0.01
Si 4.055 6.806 9.528 -0.004 -0.013 0.001
Si 6.804 9.525 9.534 0.004 0.021 0.005
Si 4.065 12.226 9.534 -0.016 -0.024 0.008
Si 6.8 14.96 9.529 0.007 0.004 0
Si 9.533 1.352 9.534 -0.006 -0.011 0.001
Si 12.257 4.076 9.522 0.008 -0.002 0
Si 9.512 6.786 9.52 -0.014 -0.005 0.009
Si 12.253 9.518 9.515 -0.001 -0.019 -0.014
Si 9.518 12.264 9.531 0.012 0.016 0.013
Si 12.231 14.982 9.528 -0.011 -0.004 0.009
Si 13.594 0.006 10.889 0.002 0.009 0.005
Si 16.309 2.716 10.871 0.004 0.008 -0.004
Si 13.61 5.44 10.879 0.01 -0.003 0
Si 16.328 8.152 10.887 0.012 -0.011 -0.003
Si 13.606 10.882 10.877 -0.01 0.007 -0.003
Si 16.325 13.602 10.879 0.003 0.001 0.002
Si 2.728 0.001 10.868 -0.004 -0.004 0.004
Si 5.438 2.719 10.872 0.011 -0.016 -0.005
Si 2.707 5.434 10.879 -0.016 0.016 -0.002
Si 5.434 8.163 10.88 -0.01 0.004 -0.011
Si 2.718 10.864 10.894 0.005 -0.005 0.002
Si 5.441 13.592 10.881 -0.005 0 -0.01
Si 8.168 -0.007 10.886 0.01 -0.009 0.006
Si 10.89 2.72 10.885 0.001 0.006 0.003
Si 8.148 5.433 10.878 0 -0.006 0.002
Si 10.879 8.16 10.869 0.001 0.002 0
Si 8.163 10.893 10.885 0.004 -0.004 -0.007
Si 10.879 13.615 10.888 -0.014 0.012 0
Si 14.949 14.951 12.243 -0.007 0.003 0.007
Si 17.668 1.346 12.223 -0.002 0.009 -0.009
Si 14.962 4.078 12.24 0.002 -0.007 0
Si 17.682 6.794 12.243 0.003 -0.002 -0.001
Si 14.956 9.515 12.238 0.022 -0.013 0.003
Si 17.682 12.242 12.241 -0.007 -0.009 -0.002
Si 4.092 14.965 12.238 0.007 0.002 -0.002
Si 6.806 1.361 12.231 0.011 0.002 -0.004
Si 4.075 4.077 12.233 -0.009 0.014 0.002
Si 6.802 6.809 12.237 -0.009 0.005 -0.003
Si 4.085 9.516 12.254 0.001 0.005 0.006
Si 6.8 12.239 12.249 0.002 0.003 -0.004
Si 9.52 14.959 12.255 0.004 -0.009 0.005
Si 12.241 1.363 12.252 -0.005 -0.013 0.005
Si 9.512 4.072 12.237 -0.005 -0.003 0.002
Si 12.23 6.794 12.231 0.004 0.005 -0.003
Si 9.533 9.537 12.235 -0.005 0.01 -0.005
Si 12.242 12.245 12.236 0 0.007 -0.002
Si 16.311 -0.011 13.596 -0.007 -0.004 -0.006
Si 2.706 2.706 13.577 -0.018 -0.025 -0.003
Si 16.318 5.443 13.595 0.017 0.02 -0.008
Si 2.723 8.146 13.598 -0.011 -0.016 -0.011
Si 16.311 10.886 13.591 0.003 0.018 0.009
Si 2.735 13.602 13.598 0.009 0.009 -0.004
Si 5.466 -0.002 13.601 0.017 0.02 0.001
Si 8.164 2.704 13.605 -0.014 -0.015 -0.005
Si 5.44 5.446 13.588 0.009 0.004 0.013
Si 8.168 8.183 13.589 0.022 0.019 -0.003
Si 5.444 10.879 13.611 -0.006 -0.017 0.001
Si 8.166 13.593 13.61 -0.004 0.001 -0.002
Si 10.884 -0.002 13.609 -0.006 0.008 0.007
Si 13.605 2.723 13.603 0.025 0.03 0.004
Si 10.865 5.437 13.596 -0.019 -0.015 -0.005
Si 13.581 8.158 13.594 -0.017 -0.012 0.01
Si 10.885 10.898 13.611 0.018 0.011 -0.004
Si 13.583 13.596 13.614 -0.009 -0.019 0.004
O 20.515 -0.861 32.633 0.257 -0.189 0.211
O 9.657 14.86 0.04 -0.427 0.298 -0.185
O 10.336 14.22 25.761 0.278 0.61 0.035
O 17.1 2.272 22.607 0.102 0.195 0.027
O 14.987 3.965 22.17 -0.078 0.063 0.31
O 17.538 8.812 27.695 -0.051 0.288 0.231
O 9.547 9.369 22.275 0.013 -0.193 0.451
O 18.733 0.086 22.908 0.22 -0.161 0.4
O 17.42 11.804 24.632 -0.288 -0.44 0.251
O 20.54 6.652 24.263 -0.054 0.197 0.432
O 0.723 12.675 0.25 0.171 -0.225 -0.108
O 20.703 14.593 27.61 -0.6 -0.299 0.099
O 20.069 8.445 26.912 0.052 -0.602 -0.097
O 5.373 10.543 26.959 -0.393 0.342 0.126
O 20.559 4.005 24.018 -0.101 -0.436 0.046
O 10.102 6.952 26.991 0.006 0.249 0.419
O 11.166 13.321 23.38 0.367 -0.062 0.255
O 16.279 13.064 31.685 -0.724 0.223 -0.123
O 18.93 9.221 33.039 -0.257 -0.736 -0.041
O 21.739 7.774 34.305 -0.329 0.266 -0.016
O 11.822 11.862 32.353 0.007 0.295 -0.317
O 10.858 2.039 34.249 -0.177 0.14 -0.177
O 4.989 14.868 25.043 -0.082 0.457 -0.004
O 9.885 3.753 32.585 0.268 0.466 0.019
O 2.68 11.056 0.869 0.107 0.148 -0.376
O 16.354 9.589 33.699 -0.228 -0.059 -0.29
O 18.559 1.93 24.653 0.354 0.281 -0.353
O 17.954 11.588 32.996 0.52 0.011 -0.556
O 6.199 12.554 24.575 -0.01 -0.136 0.047
O 8.764 13.38 32.349 0.202 0.12 0.295
O 19.343 7.471 29.154 -0.254 -0.198 0.593
O 14.061 1.435 24.031 -0.234 0.161 -0.467
O 15.95 1.066 33.158 0.316 -0.458 0.057
O 8.76 13.182 27.645 -0.03 0.325 -0.24
O 12.496 3.283 32.567 0.066 0.218 0.125
O 21.943 1.86 34.037 0.156 -0.493 0.036
O 18.331 0.173 31.684 -0.072 0.508 -0.16
O 7.984 4.893 34.122 0.142 -0.138 -0.078
O 16.244 5.491 29.975 0.533 0.115 0.339
O 11.341 10.697 30.107 -0.407 0.146 -0.116
O 8.035 -1.104 34.204 -0.285 0.251 -0.063
O 7.105 7.242 0.101 -0.249 -0.192 -0.339
O 9.025 -0.36 31.931 -0.485 0.49 -0.364
O 14.165 1.655 31.27 -0.377 -0.259 -0.687
O 19.297 4.908 32.72 -0.444 0.275 -0.373
O 16.557 6.418 27.465 0.359 0.011 -0.354
O 15.839 -0.398 30.99 -0.349 -0.289 -0.269
O 17.38 0.669 29.231 0.414 0.298 0.052
O 18.241 14.164 33 0.14 -0.125 0.071
O 17.69 3.083 33.58 0.106 -0.265 -0.388
O 7.241 7.688 32.362 -0.023 0.532 0.101
O 11.507 7.7 22.987 -0.061 -0.138 0.342
O 10.73 11.81 26.635 -0.42 -0.066 -0.18
O 7.675 10.692 25.842 0.265 -0.449 -0.266
O 18.564 5.434 23.099 -0.516 -0.123 0.172
O 8.692 5.985 25.003 0.481 -0.024 -0.248
O 12.813 2.747 28.199 -0.245 0.242 0.61
O 13.077 5.565 23.119 -0.077 -0.318 0.151
O 14.775 12.54 24.279 -0.323 0.548 0.261
O 19.454 10.166 28.768 0.069 0.285 -0.386
O 13.458 9.297 29.757 0.031 -0.193 0.76
O 7.878 0.406 24.943 -0.043 -0.232 0.303
O 18.861 5.127 25.692 -0.476 0.296 -0.084
O 21.199 -1.204 30.123 -0.234 0.367 -0.117
O 15.204 1.775 28.115 -0.183 -0.064 0.433
O 13.663 0.011 1.036 -0.067 0.117 -0.349
O 16.436 13.91 25.698 0.537 0.135 0.287
O 15.761 13.239 29.154 0.266 -0.2 -0.226
O 14.377 -0.898 25.211 -0.679 -0.213 0.168
O 11.191 13.98 28.235 0.088 -0.429 0.112
O 14.738 6.193 32.105 0.43 -0.126 -0.008
O 8.108 7.385 29.879 0.283 0.372 -0.18
O 13.407 14.653 29.423 0.119 0.296 0.563
O 6.649 -1.501 32.001 -0.111 -0.291 0.052
O 17.828 4.334 28.092 -0.012 -0.218 0.199
O 12.428 7.691 27.824 -0.108 -0.221 0.049
O 12.631 10.492 27.672 0.224 -0.06 -0.065
O 6.025 0.222 26.782 0.251 0.023 0.488
O 5.823 2.091 24.968 -0.535 -0.321 0.182
O 19.87 12.818 24.298 -0.278 0.044 -0.13
O 12.012 2.965 24.289 0.3 0.312 -0.219
O 13.524 12.051 29.428 0.234 -0.015 0.44
O 13.081 13.663 33.854 0.6 -0.186 0.003
O 12.179 6.73 32.754 -0.196 -0.334 -0.117
O 20.408 5.404 30.382 -0.08 -0.018 -0.085
O 8.109 5.319 31.522 -0.262 -0.258 -0.514
O 19.521 10.543 25.549 -0.335 -0.196 0.575
O 21.733 5.849 32.561 0.294 -0.294 0.153
O 11.804 0.263 28.465 0.102 0.036 0.218
O 19.624 2.908 26.885 0.327 -0.213 0.022
O 16.687 13.724 23.007 0.372 0.119 0.115
O 21.208 10.472 33.48 -0.215 -0.263 0.28
O 14.207 13.629 27.186 -0.208 -0.215 -0.191
O 13.458 5.255 0.493 -0.147 -0.039 0.388
O 16.125 8.111 25.559 0.238 0.018 0.058
O 15.084 10.074 24.179 0.477 0.369 0.317
O 12.732 11.032 25.058 -0.36 0.227 -0.048
O 15.832 -0.629 27.473 -0.209 -0.126 0.156
O 9.105 4.503 27.162 0.15 -0.104 0.463
O 13.898 -0.527 32.677 0.201 -0.235 -0.11
O 19.062 10.633 23.017 -0.328 -0.065 0.118
O 16.502 8.149 23.039 0.231 0.005 0.316
O 20.355 12.65 29.366 -0.137 -0.158 -0.121
O 20.3 5.334 27.837 0.299 -0.224 -0.362
O 12.125 6.777 25.345 0.1 -0.339 0.09
O 10.907 1.409 31.7 0.122 0.209 -0.676
O 21.969 12.824 34.302 0.048 0.339 -0.256
O 12.098 1.837 0.019 -0.387 0.618 -0.174
O 10.329 2.194 27.414 -0.047 -0.188 0.218
O 15.092 4.353 28.012 -0.318 0.306 -0.126
O 7.77 2.245 26.795 -0.239 -0.083 0.325
O 15.151 3.488 32.819 -0.114 0.644 -0.045
O 9.764 7.296 32.019 0.207 -0.181 -0.322
O 4.176 14.576 0.246 -0.328 -0.031 -0.24
O 21.219 3.356 31.893 -0.133 -0.125 -0.229
O 9.512 3.105 25.003 -0.225 0.138 -0.174
O 10.2 0.956 23.75 0.377 -0.43 0.123
O 13.975 4.233 30.605 -0.431 -0.199 -0.346
O 11.13 -1.033 30.56 -0.234 -0.521 -0.029
O 11.151 9.18 26.026 -0.331 0.018 -0.451
O 17.927 11.892 29.967 -0.383 -0.197 -0.183
O 21.084 8.383 31.859 -0.23 0.019 -0.688
O 20.068 10.768 31.167 0.327 0.047 -0.037
O 14.947 8.437 27.861 -0.017 0.55 0.128
O 14.155 7.99 33.821 -0.476 0.17 -0.23
O 16.421 0.263 24.099 0.246 -0.434 0.427
O 7.414 2.905 32.425 0.195 -0.138 0.005
O 7.511 10.78 23.159 -0.515 -0.244 0.096
O 17.834 14.503 30.056 0.421 0.055 -0.419
O 9.399 10.863 31.923 -0.105 -0.35 0.271
O 6.803 4.371 24.17 0.143 -0.051 0.337
O 14.024 7.806 23.886 -0.131 0.159 -0.322
O 7.566 6.592 27.366 -0.574 -0.043 -0.079
O 8.868 12.53 24.432 0.07 -0.067 0.296
O 14.136 3.135 25.993 0.493 0.275 -0.223
O 17.42 1.417 26.808 -0.195 0.297 -0.288
O 6.743 7.009 23.653 0.199 0.243 -0.043
O 11.396 9.26 32.43 0.441 0.096 0.162
O 13.948 6.711 29.653 -0.387 -0.023 0.037
O 8.254 12.132 30.007 0.19 -0.044 0.09
O 6.434 13.487 28.744 0.281 0.428 0.075
O 11.331 -0.784 33.155 -0.3 0.023 0.181
O 5.631 7.109 29.005 0.096 0.17 0.226
O 22.111 0.933 31.561 0.228 0.236 -0.123
O 6.346 12.991 0.261 -0.134 -0.155 -0.264
O 5.286 8.962 24.834 0.169 0.205 -0.037
O 6.832 11.637 32.168 -0.162 -0.298 -0.248
O 12.414 1.19 26.133 -0.134 -0.619 -0.114
O 7.253 9.089 28.051 0.142 0.232 0.355
O 9.119 14.921 23.491 -0.311 -0.218 -0.226
O 19.767 0.308 26.326 -0.334 -0.293 0.219

Results
total energy: -104724.266 eV
total energy less fixed offsets of O -438.35, Si -107.03 eV per atom: -2.616 eV
